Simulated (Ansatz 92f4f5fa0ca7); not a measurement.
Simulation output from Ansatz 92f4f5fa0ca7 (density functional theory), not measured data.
Periodic cell of 220 atoms, Si132O88, from a study of silicon, its oxide and their interface. The atomic structure is a simulated model.
Doubt: the cutoff is far below the 930 eV that the study's wrapper takes by default for these files, so forces and energies are approximate.
This geometry differs little from another in the collection (a relaxation step or a small displacement).

Settings: functional PBE; potential files Ansatz PAW; basis plane waves; wave-function cutoff 580 eV; density cutoff ratio 5; exchange-correlation grid ratio 1; k mesh 1 x 1 x 1, Gamma-centred; self-consistency stop 5e-08 eV per atom in the density residual; occupations fixed; spin none; net charge 0.

Cell vectors (angstrom)
a 10.938 0 0
b 0 10.938 0
c 0 0 32.3399

Atoms and the computed forces on them: element, x, y, z (angstrom), force x, y, z (eV/angstrom)
Si 0.2673 -0.2364 24.9746 0.0574 -0.0676 0.0623
Si 5.7667 -0.2448 24.9801 0.1719 -0.1628 -0.1386
Si 2.4779 2.9041 24.7773 -0.1574 0.0888 -0.0647
Si 7.9451 2.9411 24.8627 -0.1432 0.0961 -0.0792
Si 0.1734 5.1648 24.7668 0.1104 -0.1638 -0.1689
Si 5.6898 5.2197 24.8102 0.0883 -0.0576 -0.0314
Si 2.4899 8.437 24.9715 -0.0889 0.0479 -0.0366
Si 7.9449 8.3612 24.8385 -0.1246 0.0965 0.0401
Si 1.4004 1.3751 26.2355 -0.0405 -0.0351 0.0426
Si 6.8764 1.3604 26.2559 0.0077 -0.0181 0.0665
Si 4.0817 4.0694 26.1044 0.0029 -0.019 0.0037
Si 9.5636 4.0711 26.1621 0.0083 -0.0166 0.087
Si 1.3161 6.7738 26.1428 0.0168 0.0852 0.0552
Si 6.8165 6.7939 26.1852 -0.0127 0.0394 0.0313
Si 4.1155 9.574 26.2307 -0.0628 -0.052 0.0956
Si 9.5593 9.5166 26.1677 0.0146 -0.0083 0.0091
Si 2.7677 0.014 27.5918 -0.0006 0.0208 -0.0732
Si 8.2546 -0.013 27.5769 -0.0286 -0.0242 -0.064
Si -0.0191 2.7197 27.5668 0.0552 0.0209 -0.0711
Si 5.44 2.7254 27.5483 0.0264 0.0084 -0.0388
Si 2.7504 5.461 27.5185 -0.0419 0.0025 -0.0037
Si 8.229 5.4678 27.5516 -0.0285 0.0047 -0.0573
Si -0.0105 8.1601 27.5523 -0.0374 -0.0146 -0.0802
Si 5.4633 8.1704 27.5726 0.0285 0.0267 -0.0871
Si 4.1018 1.3673 28.9216 0.1126 0.1318 0.3931
Si 9.5708 1.3673 28.9216 0.149 -0.0733 0.342
Si 1.3673 4.1018 28.9216 0.0296 0.0201 -0.1742
Si 6.8362 4.1018 28.9216 -0.063 -0.0081 -0.1881
Si 4.1018 6.8362 28.9216 -0.1333 -0.1685 0.0852
Si 9.5708 6.8362 28.9216 -0.0326 -0.0578 0.2248
Si 1.3673 9.5708 28.9216 -0.0359 -0.1015 -0.1444
Si 6.8362 9.5708 28.9216 0.0485 -0.0685 -0.0478
Si 0 0 30.2889 -0.0304 0.0407 0.0104
Si 5.469 0 30.2889 0.001 0.0637 -0.0125
Si 2.7345 2.7345 30.2889 0.0025 -0.0186 -0.005
Si 8.2035 2.7345 30.2889 -0.041 -0.0583 -0.0194
Si 0 5.469 30.2889 -0.0061 0.0367 -0.0165
Si 5.469 5.469 30.2889 -0.0186 -0.0021 -0.0066
Si 2.7345 8.2035 30.2889 -0.0373 -0.0298 -0.0174
Si 8.2035 8.2035 30.2889 -0.001 -0.0196 0.0006
Si 1.3673 1.3673 31.6561 0.0334 0.0002 -0.0211
Si 6.8362 1.3673 31.6561 0.0141 -0.019 -0.0006
Si 4.1018 4.1018 31.6561 0.0038 -0.0298 -0.0223
Si 9.5708 4.1018 31.6561 0.0332 -0.0039 -0.0284
Si 1.3673 6.8362 31.6561 -0.0126 -0.0038 -0.0089
Si 6.8362 6.8362 31.6561 -0.0235 0.0291 -0.0191
Si 4.1018 9.5708 31.6561 0.0232 -0.0119 -0.0169
Si 9.5708 9.5708 31.6561 0.016 -0.0113 -0.0258
Si 2.7345 0 0.6835 -0.0298 0.0402 0.0449
Si 8.2035 0 0.6835 0.0215 0.0002 0.034
Si 0 2.7345 0.6835 -0.0164 -0.0539 0.0023
Si 5.469 2.7345 0.6835 -0.0553 0.0378 -0.0071
Si 2.7345 5.469 0.6835 -0.0236 0.0534 0.0341
Si 8.2035 5.469 0.6835 0.0169 -0.0179 0.04
Si 0 8.2035 0.6835 -0.0413 0.0483 -0.0089
Si 5.469 8.2035 0.6835 0.0235 -0.034 0.0049
Si 4.1018 1.3673 2.0507 0.1304 0.0661 0.0135
Si 9.5708 1.3673 2.0507 0.0527 0.0855 -0.0059
Si 1.3673 4.1018 2.0507 -0.0078 -0.0272 0.0118
Si 6.8362 4.1018 2.0507 -0.0765 -0.1365 0.0196
Si 4.1018 6.8362 2.0507 0.0781 0.083 0.0057
Si 9.5708 6.8362 2.0507 0.1133 0.0504 0.0184
Si 1.3673 9.5708 2.0507 -0.0435 -0.1304 0.018
Si 6.8362 9.5708 2.0507 -0.0848 -0.0167 -0.0104
Si 0 0 3.418 -0.2219 -0.0304 0.1265
Si 5.469 0 3.418 0.1739 -0.0072 -0.2473
Si 2.7345 2.7345 3.418 0.0774 0.2111 -0.0116
Si 8.2035 2.7345 3.418 -0.1706 -0.3369 -0.2208
Si 0 5.469 3.418 -0.0144 0.1738 0.0669
Si 5.469 5.469 3.418 -0.0431 0.1442 0.068
Si 2.7345 8.2035 3.418 0.0536 0.2398 -0.1472
Si 8.2035 8.2035 3.418 -0.0483 -0.0201 0.2412
Si 1.3545 1.3952 4.7575 0.0439 -0.0087 0.0629
Si 6.8912 1.2833 4.7921 0.0039 0.0355 -0.0102
Si 4.1017 4.1285 4.8026 0.0292 0.0164 0.0195
Si 9.4785 4.1524 4.7405 0.0553 0.0315 0.0863
Si 1.4152 6.8405 4.7856 -0.0124 -0.0023 0.0299
Si 6.8054 6.8564 4.816 0.0396 -0.0919 0.074
Si 4.0635 9.6503 4.7655 -0.0035 -0.0716 0.0294
Si 9.5386 9.584 4.8258 0.027 -0.0025 -0.0163
Si 2.771 0.1514 6.1803 -0.0338 0.0505 -0.133
Si 8.1634 -0.0979 6.3374 0.0486 0.0659 -0.0613
Si -0.0521 2.7823 6.0101 -0.0607 -0.0001 -0.0339
Si 5.5399 2.7365 6.0439 0.0144 -0.0065 -0.0901
Si 2.7966 5.5169 6.245 -0.0134 -0.0147 -0.0416
Si 8.1295 5.4631 6.2352 -0.0081 0.084 -0.1301
Si 0.0568 8.265 6.1127 -0.0005 -0.0234 -0.0684
Si 5.3991 8.2512 6.1221 -0.0257 0.0639 -0.1266
Si 4.3822 1.3533 7.504 0.0642 -0.1119 0.2383
Si 9.4284 1.5869 7.4161 0.0018 0.001 -0.0701
Si 1.0711 4.3672 7.3208 -0.0666 0.0445 -0.0212
Si 7.0512 3.7337 7.5235 0.0134 -0.0355 0.0655
Si 3.8765 7.2075 7.5732 0.0078 0.1042 0.0647
Si 9.8265 6.6539 7.3321 0.0409 -0.0888 0.1103
Si 1.6401 9.4801 7.4142 0.1334 -0.0633 0.1767
Si 6.3745 9.7643 7.6236 -0.1562 0.0145 0.3296
O 6.8272 9.5277 24.4296 0.0588 0.0222 0.0358
O 3.0688 2.1362 23.423 0.0108 -0.0076 0.029
O 6.8295 4.082 24.371 0.0131 0.027 0.025
O 1.3794 9.5709 24.4713 0.0028 0.0286 0.0247
O -0.014 5.5107 7.8446 -0.0194 0.071 -0.0086
O 5.3683 0.0961 7.9142 0.0634 0.0184 -0.1974
O 8.3188 2.7267 7.8586 -0.0345 -0.0209 -0.0214
O 2.6729 8.2858 7.8954 -0.0753 0.0315 -0.0388
O 8.4789 2.6625 10.6594 0.0068 -0.0015 -0.0164
O 1.6603 3.5546 8.6094 0.0055 -0.0143 0.0004
O 6.3579 9.0557 9.1471 -0.0781 -0.0194 -0.0629
O 4.8414 3.7013 11.2305 0.0023 0.0002 -0.0382
O 1.2778 10.2651 8.8098 -0.0268 -0.0074 -0.0953
O 9.1645 7.4496 8.6192 0.0002 -0.0339 -0.0067
O 4.5754 6.9986 9.0756 0.0294 -0.0052 0.0015
O 4.1763 2.186 8.9544 0.0192 0.017 -0.0278
O 5.2342 0.5845 23.683 -0.0116 -0.0057 0.0595
O 12.2668 4.0362 24.3124 0.0885 0.0005 0.0527
O 3.8254 0.2011 21.58 -0.008 0.0021 0.0307
O 5.0762 5.8899 23.4188 -0.0225 0.0072 0.0042
O 3.1774 7.7602 23.6526 0.0208 -0.0191 0.0133
O 10.611 0.5373 23.6607 -0.0208 0.0139 -0.0304
O 8.4629 7.6213 23.4572 0.0149 -0.0188 -0.0197
O 8.5438 2.249 23.4859 0.0173 -0.0132 0.0319
Si 5.3497 2.8472 9.9212 -0.0109 -0.0006 0.0694
Si 5.5592 13.8456 20.3547 0.0024 0.0104 -0.037
Si 11.1762 5.6111 15.763 -0.0119 -0.0124 0.0122
Si 9.6944 1.4423 22.6767 0.0257 0.0079 -0.0836
Si 9.5279 11.0063 20.0489 0.0039 0.0245 -0.0412
Si 5.5988 0.7536 16.1887 0.0095 -0.0083 0.0434
Si 2.5318 21.6052 20.7108 -0.0347 -0.0123 -0.0345
Si 2.3692 -0.9945 17.6488 0.0125 -0.001 0.0519
Si -4.3507 21.9165 19.082 0.0252 0.0024 0.0365
Si 2.8111 6.7193 19.9721 0.016 0.0003 -0.0297
Si 7.4498 5.6363 20.1484 -0.0221 0.0015 -0.032
Si 4.2967 1.3718 22.6348 0.008 0.0179 -0.0609
Si 9.1168 20.6472 14.6044 0.0132 0.0034 0.0119
Si 7.9062 12.6169 14.5059 0.0068 0.0036 0.0188
Si 9.3619 9.7955 11.5054 -0.011 -0.007 0.0621
Si 0.4959 8.5669 20.7766 0.0111 0.0024 -0.0382
Si 5.4198 8.1486 20.2468 -0.0009 -0.0271 -0.029
Si 12.3041 14.1553 10.1688 -0.0071 -0.0135 0.0775
Si 7.5918 12.4025 11.3436 -0.0034 -0.007 0.0509
Si 8.9117 6.204 17.3844 -0.0126 -0.0148 0.048
Si 15.4853 8.9936 15.4551 -0.0023 -0.0086 0.0092
Si 13.6845 1.8522 16.689 -0.0123 0.0129 0.0178
Si 3.6166 4.4345 12.0297 -0.0005 0.0128 0.0568
Si 17.895 7.3823 15.213 0.0073 -0.007 0.008
Si 9.4231 6.7088 22.4933 -0.0012 0.001 -0.0601
Si 4.1554 6.9878 22.6278 0.0013 0.012 -0.0616
Si 0.4348 0.3918 9.6954 0.0084 -0.0166 0.0512
Si 8.5805 7.0023 10.0798 -0.0914 0.024 0.0569
Si -0.0845 8.3561 16.7237 -0.0061 0.0088 0.012
Si -6.019 18.2133 12.9467 0.0088 -0.0254 0.0082
Si 2.6704 14.7423 19.1034 0.001 0.0229 0.0234
Si 5.7246 7.7703 9.9773 0.0436 0.0342 0.0024
Si 11.4331 2.1653 20.4719 -0.0105 0.0129 -0.0464
Si 9.881 14.8421 13.8875 -0.0035 -0.0161 0.0127
Si 12.7741 14.4364 14.3881 0.0022 0.0002 0.0001
Si -1.6109 4.0189 10.9897 0.004 0.0164 0.0465
O 4.1124 8.283 14.0087 -0.0017 0.0253 0.0232
O 1.7026 9.4626 21.46 -0.0034 0.0141 0.0038
O 9.0414 0.4086 21.5853 -0.0004 -0.0063 0.0284
O 8.4941 5.8757 21.411 0.0023 -0.0055 0.0331
O 6.2673 17.7296 13.8114 0.0017 0.0078 -0.0113
O 10.6443 2.5138 21.8667 -0.0042 -0.0111 0.0394
O 10.322 5.6791 23.4 -0.0061 0.0133 0.083
O 1.3337 -3.4986 19.9098 -0.0023 0.0039 0.0159
O 9.0953 5.4805 10.3271 -0.0135 -0.0071 -0.019
O 1.2989 14.4224 19.9666 0.0112 -0.0058 0.002
O 10.8379 14.6174 10.6083 -0.0114 -0.0009 -0.05
O 5.2292 8.088 11.5278 0.0011 -0.0025 0.0133
O 2.9242 10.1871 19.1859 -0.0009 -0.0043 -0.0308
O -4.3359 12.758 15.4731 -0.0034 0.0015 -0.0147
O 0.4256 3.2425 13.5827 0.0085 0.005 -0.0039
O 14.0729 3.7657 13.4441 -0.0169 0.0024 -0.0146
O 5.9114 9.6466 19.8011 0.0052 0.0077 0.0085
O 10.7207 10.4145 10.8665 0.0176 0.0129 -0.0388
O 14.333 20.1191 16.6125 0.0032 -0.004 -0.0298
O 4.1107 14.2121 19.6755 -0.0171 -0.0015 0.0005
O 14.9825 5.9668 12.4464 -0.0051 -0.0184 -0.0207
O 6.2245 10.9503 17.4988 -0.0133 0.0089 -0.0444
O 8.9734 13.8283 14.7999 -0.0028 -0.0103 -0.0131
O 8.169 10.8759 11.1551 -0.0045 0.0231 -0.0364
O 4.3508 12.5881 16.6981 0.0009 0.0001 -0.0149
O 9.5921 7.7061 17.5688 0.0048 0.001 -0.0159
O 11.9339 -1.859 17.6895 -0.011 -0.0081 -0.022
O 13.6735 5.4269 18.9836 -0.0012 -0.0122 -0.0035
O 8.5621 22.1324 14.9179 -0.0037 -0.0033 -0.0047
O 7.4324 12.6533 12.9483 0.008 0.003 -0.0083
O 10.2019 11.9999 8.7705 0.0246 -0.0106 0.0229
O 12.3399 12.5085 10.3303 0.0059 0.0008 -0.0377
O 10.4565 9.6483 20.0039 0.0021 -0.0035 0.0211
O 8.2848 5.5747 18.7433 0.0246 0.0141 -0.0313
O 10.4721 7.7361 21.7827 0.0085 0.0093 0.0304
O 14.9731 7.6984 19.4657 -0.0058 0.0066 0.0107
O 10.198 5.2223 17.0346 0.0071 0.0051 -0.0187
O 6.169 12.5148 10.5591 0.0155 0.0023 -0.0404
O 1.6378 11.997 20.7043 0.0074 -0.0113 0.0316
O 1.9855 11.4299 17.1266 0.0013 0.0037 -0.0192
O 7.7614 6.3164 16.1841 -0.0036 0.0014 -0.0173
O 1.5714 4.7209 15.4673 -0.0063 0.0119 -0.0068
O 6.1776 12.4678 19.6756 0.0007 -0.0206 -0.0022
O 9.6777 9.6865 13.0902 -0.0031 0.0034 -0.0072
O 2.1887 13.0911 15.204 0.0021 -0.0102 -0.0056
O 3.215 6.2388 21.5009 -0.0011 0.0007 0.0293
O 9.0068 8.2589 11.0481 0.0007 -0.0476 -0.0741
O 5.2141 2.5134 21.9041 -0.0033 0.0021 0.0377
O 16.6598 8.0301 16.0844 -0.0044 0.0047 -0.0031
O 6.9764 6.7521 10.144 0.093 0.0271 -0.0602
O 10.1555 16.3221 14.5079 0.0135 0.0029 -0.0065
O -0.5995 1.4048 19.4901 -0.0012 -0.0137 0.0207
O -2.9662 8.5725 14.771 -0.0045 -0.0072 -0.0125
O 6.5226 6.9716 19.9856 0.0096 -0.0076 0.0114
O 9.0508 4.2406 12.5619 0.0014 -0.0076 -0.0191
O 6.2541 3.8707 8.9831 -0.0144 -0.0121 0.0014
O 13.3568 14.0417 17.6652 -0.0001 -0.0205 -0.0289
O 5.0889 8.1011 21.8597 -0.0009 0.0027 0.0306
O 5.1374 10.5033 15.1476 -0.0061 -0.0094 -0.0287
O -11.5496 9.4507 15.6525 0.0014 -0.0091 -0.0026
O 2.3507 15.1266 11.032 0.0153 -0.0017 -0.0154
O 6.5856 15.1556 20.3006 -0.0003 0.0004 0.0285
O 8.2028 10.7719 19.1568 -0.0013 -0.0063 0.0055
O 0.6901 18.0991 15.9081 -0.0061 0.0023 -0.0098

Results
free energy: -133962.639 eV
free energy less fixed offsets of O -568.88, Si -635.61 eV per atom: -0.679 eV

The program warned: the cutoff lies below the one the program advises for these potential files; the forces do not sum to zero within the program's tolerance; the exchange-correlation potential is rough where the density is thin.
